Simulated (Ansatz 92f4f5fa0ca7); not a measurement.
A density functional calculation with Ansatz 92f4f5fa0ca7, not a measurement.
Periodic cell of 372 atoms, Si256O116, from a study of silicon, its oxide and their interface. The atomic structure is a simulated model.
This geometry differs little from another in the collection (a relaxation step or a small displacement).

Settings: functional r2SCAN; potential files Ansatz PAW; basis plane waves; wave-function cutoff 800 eV; density cutoff ratio 5; exchange-correlation grid ratio 1; k mesh 1 x 1 x 1, Gamma-centred; self-consistency stop 1e-10 eV per atom in the density residual; occupations fixed; spin none; net charge 0.

Cell vectors (angstrom)
a 16.332 0 0
b 0 16.332 0
c 0 0 24.8741

Atoms and the computed forces on them: element, x, y, z (angstrom), force x, y, z (eV/angstrom)
Si -0.7343 0.6305 -0.2871 0.042 0.0212 0.0902
Si 3.364 6.7779 -1.6268 -0.1767 0.0524 0.065
Si -0.1844 5.5408 0.1548 0.1146 0.1536 0.0286
Si 3.987 9.4486 1.2957 -0.0242 0.0303 0.0044
Si -1.661 8.9521 1.4645 -0.0774 0.0869 0.0319
Si 1.928 11.8313 -1.4184 -0.0072 -0.037 0.0718
Si 5.1572 1.2097 -3.0764 0.0617 0.0524 0.1005
Si 6.7777 1.2941 1.3559 0.0617 0.1226 -0.0005
Si 7.4065 8.4009 0.203 -0.0087 0.0534 -0.0234
Si 9.3516 10.5569 -3.6256 -0.018 -0.0593 -0.0012
Si 10.0655 12.3032 -1.1633 0.0426 0.0179 0.0602
Si 10.8424 10.422 -0.119 -0.0592 0.0373 0.0001
Si 10.6225 0.3662 -0.0516 -0.0911 0.061 0.0842
Si 13.603 2.917 0.405 -0.0443 0.017 0.0742
Si 11.922 5.4588 -0.2362 0.0592 0.022 -0.0027
Si 12.7494 6.6156 -2.8731 0.0375 0.0136 0.1209
Si 8.2758 13.441 -0.2217 -0.0109 0.0223 0.0625
Si 12.1808 11.7836 1.3462 -0.0844 0.0724 -0.0802
Si 0.0561 2.7935 2.8529 0.0264 -0.015 0.0537
Si 1.0549 4.9907 -2.3566 -0.0524 0.0484 0.0964
Si 1.3443 6.6761 1.5296 -0.0175 -0.0532 -0.0617
Si 2.3607 8.1629 0.0468 0.0684 -0.0493 -0.0641
Si -0.1174 13.7836 2.5322 0.0031 -0.0108 0.0061
Si 3.5256 14.5074 1.5004 -0.0444 -0.0756 0.0871
Si 8.234 2.4959 -0.1332 -0.0116 -0.0719 0.0349
Si 9.4244 4.1042 1.2419 -0.0123 0.008 0.0095
Si 6.5665 6.7 1.58 -0.0253 -0.0304 -0.0029
Si 10.9388 8.0776 2.5926 -0.0103 -0.0044 -0.001
Si 6.8701 12.1219 1.2388 -0.0233 0.0054 -0.015
Si 9.503 14.951 1.162 0.0249 -0.0303 0.0171
Si 10.7496 2.7893 2.7417 0.0049 0.0528 0.0078
Si 14.9888 4.226 1.6851 -0.0403 -0.0538 -0.0545
Si 12.7741 7.1177 1.353 -0.0652 -0.006 0.0035
Si 15.6572 7.144 -1.6357 0.0364 0.029 0.048
Si 12.9272 13.0409 -0.4259 0.048 -0.084 0.0331
Si 13.4957 16.3691 2.7155 0.0319 -0.0062 -0.0464
Si 1.5922 1.7129 1.4342 0.0464 -0.0115 0.0588
Si 2.6526 0.0059 2.7151 0.0149 -0.0271 0.0395
Si -0.0279 8.0254 2.8669 0.021 0.0177 0.052
Si 2.6947 5.3768 2.9052 0.0049 -0.0122 0.0287
Si 1.7622 12.8145 1.4755 0.0765 0.0634 0.0496
Si 2.7108 10.9427 2.6486 -0.0423 -0.0093 -0.001
Si 5.4385 2.6426 2.763 -0.0467 -0.0812 0.0464
Si 8.1836 -0.0686 2.673 0.0313 0.0141 0.004
Si 5.2565 8.1502 2.8345 -0.0752 -0.0252 0.0068
Si 8.15 5.4296 2.7189 0.0283 -0.0044 0.0209
Si 5.4132 13.5058 2.5834 0.0135 0.0611 -0.0354
Si 8.2116 10.8296 2.6784 -0.0424 0.0051 -0.0263
Si 12.1151 1.4465 1.4283 0.006 -0.0091 0.021
Si 14.7339 -1.132 1.103 0.0198 0.0208 0.0367
Si 9.3693 9.2868 1.2674 0.0029 -0.0571 -0.0174
Si 13.6072 5.5762 2.9315 -0.0161 0.0463 0.0112
Si 10.8738 13.4813 2.533 -0.0233 -0.0251 -0.0115
Si 13.6647 10.6989 2.7302 -0.0199 -0.023 -0.0251
Si 1.3493 4.0733 4.2897 0.0224 -0.0157 0.0381
Si 4.0758 1.2641 4.1029 0.0049 0.0535 0.026
Si 1.333 9.5732 4.0408 -0.0189 -0.0245 -0.0022
Si 4.0105 6.7919 4.2255 0.0082 -0.0422 0.0163
Si 1.2256 15.0461 4.0665 0 0.038 -0.0074
Si 4.1015 12.219 4.0724 -0.0073 -0.003 -0.0018
Si 6.8038 4.0453 4.0753 -0.0169 0.0027 0.0227
Si 9.4875 1.3223 4.0739 -0.0359 0.0175 0.0001
Si 6.7669 9.5292 4.0466 0.0365 0.0187 -0.0207
Si 9.5815 6.7741 4.0177 0.0166 0.0031 -0.0103
Si 6.7665 14.8903 3.984 -0.013 0.008 0.0041
Si 9.5352 12.2156 4.0288 0.0175 -0.0026 -0.0224
Si 12.1877 4.1135 4.0998 -0.0219 0.0303 0.0156
Si 14.9478 1.3643 4.0586 -0.0009 -0.0066 0.0059
Si 12.1992 9.4717 4.0809 0.0128 -0.0319 0.0229
Si 14.9814 6.7915 4.3384 -0.0015 -0.0145 -0.0319
Si 12.2027 14.882 3.9852 -0.0146 0.0178 -0.0257
Si 14.9966 12.2604 3.9408 0.0356 0.0163 -0.0263
Si -0.0639 0.0336 5.4844 -0.0004 -0.003 -0.0138
Si 2.7457 2.6397 5.5016 -0.0002 0.0129 0.0054
Si -0.0096 5.4129 5.6352 -0.0248 0.0228 -0.0139
Si 2.6482 8.2094 5.493 0.008 -0.018 -0.0066
Si 0.0011 10.9586 5.4099 0.0157 -0.0188 0.0091
Si 2.6828 13.6403 5.3752 -0.0019 -0.0254 0.0354
Si 5.4216 -0.1075 5.4232 0.0308 0.0314 -0.0227
Si 8.1239 2.6613 5.4461 0.0428 0.0313 -0.0001
Si 5.4587 5.4227 5.4574 0.0065 -0.0006 -0.0181
Si 8.1969 8.1649 5.3536 0.0145 -0.0154 0.0204
Si 5.4594 10.9011 5.4579 -0.0151 -0.0013 0.0116
Si 8.1509 13.5655 5.3815 -0.021 0.0075 0.0135
Si 10.8905 -0.0555 5.3876 -0.0278 0.0066 -0.006
Si 13.6002 2.7314 5.4208 0.0369 -0.0264 -0.0113
Si 10.877 5.471 5.4622 -0.0538 -0.0016 0.0278
Si 13.5719 8.2145 5.5332 -0.0169 -0.0057 -0.0286
Si 10.8896 10.8865 5.4298 -0.0236 0.0015 -0.0134
Si 13.6245 13.5846 5.3592 -0.0077 -0.0447 0.0069
Si 1.3372 1.3255 6.8653 0.0048 -0.0032 0.0127
Si 4.1023 4.0465 6.7938 0.0073 -0.0032 -0.0061
Si 1.3259 6.8449 6.8899 -0.0081 -0.0167 -0.0101
Si 4.0773 9.5645 6.8012 -0.0181 -0.0028 -0.0121
Si 1.3602 12.3072 6.8036 -0.0058 -0.0206 -0.0101
Si 4.0494 14.9337 6.8378 -0.0037 0.0177 -0.0129
Si 6.7528 1.2763 6.7719 -0.0518 -0.007 -0.005
Si 9.5147 4.0717 6.7414 0.0509 0.0124 -0.0038
Si 6.8547 6.8151 6.7469 0.0211 -0.0049 -0.0298
Si 9.5183 9.5214 6.7845 -0.025 -0.0271 -0.0055
Si 6.8161 12.2546 6.8302 0.0016 0.0191 -0.0019
Si 9.5245 14.9255 6.7496 -0.0057 -0.0063 0.0088
Si 12.2763 1.3139 6.7548 0.0023 0.0145 -0.0106
Si 14.9463 4.0206 6.8989 -0.0199 0.017 0.0076
Si 12.2326 6.8259 6.8502 0.0272 -0.006 0.0049
Si 14.9628 9.6158 6.8151 -0.0034 0.0043 0.0105
Si 12.2733 12.2553 6.7585 0.029 0.0378 0.0007
Si 14.9442 14.963 6.8018 0.0016 0.0001 -0.0098
Si 0.0095 2.676 8.2643 -0.001 0.0394 0.0172
Si 2.678 -0.0432 8.2348 -0.0012 0.0021 0.0271
Si -0.0264 8.244 8.2029 -0.0077 -0.0312 -0.0196
Si 2.713 5.4034 8.1231 0.0215 0.0385 -0.008
Si -0.0004 13.6653 8.2075 0.0114 0.0015 0.026
Si 2.7419 10.9567 8.1669 0.0067 0.0052 -0.0243
Si 5.4273 2.6674 8.1386 0.0066 0.0006 -0.0018
Si 8.1442 -0.0686 8.0987 0.0456 0.0138 0.0134
Si 5.4908 8.1973 8.0872 0.016 -0.018 -0.0153
Si 8.1832 5.4294 8.1067 0.0105 -0.0044 -0.0032
Si 5.4588 13.6132 8.2251 -0.0018 -0.0603 0.0313
Si 8.1921 10.8913 8.1783 0.0065 -0.004 0.0012
Si 10.9261 2.7378 8.048 -0.0685 0.0193 -0.019
Si 13.6235 -0.0086 8.198 -0.0122 -0.0102 0.0139
Si 10.8768 8.1879 8.199 0.0135 0.0152 0.0146
Si 13.6081 5.4657 8.1804 -0.0365 -0.0043 0.0212
Si 10.9481 13.6262 8.1368 0.0001 0.0003 -0.0205
Si 13.6059 10.9568 8.1901 0.0099 -0.0068 -0.0052
Si 1.423 4.0507 9.5791 -0.0377 -0.0135 -0.0028
Si 4.0283 1.3797 9.5314 0.0126 0.0267 0.0056
Si 1.3647 9.6245 9.5127 0.0108 -0.0462 -0.0005
Si 4.1058 6.8015 9.3383 -0.0034 -0.0113 0.0076
Si 1.3385 14.9725 9.6958 -0.0219 0.0191 0.0239
Si 4.0847 12.275 9.6107 0.0439 0.0058 0.0021
Si 6.8457 4.0221 9.4174 -0.0096 -0.0032 0.0389
Si 9.5167 1.3818 9.3006 0.0999 0.0122 0.038
Si 6.8003 9.5451 9.5336 0.0191 -0.0119 0.0218
Si 9.526 6.7622 9.5081 -0.017 0.0038 0.0211
Si 6.8791 14.9449 9.5987 0.0099 0.0843 0.0495
Si 9.6529 12.2189 9.492 -0.0043 0.0198 0.0052
Si 12.233 4.0951 9.4759 0.0061 0.0031 -0.0056
Si 14.9738 1.325 9.6325 0.0031 -0.0456 -0.0245
Si 12.277 9.5608 9.5496 0.0195 -0.0332 0.0151
Si 14.9868 6.816 9.5415 -0.0204 0.0365 -0.0016
Si 12.2497 15.0063 9.5816 -0.0138 0.003 -0.0124
Si 14.917 12.3612 9.5572 -0.0193 -0.0098 0.009
Si -0.0309 0.0109 11.119 -0.0036 -0.0208 0.0012
Si 2.7281 2.6884 11.0516 0.0141 -0.0096 0.0014
Si 0.08 5.4689 10.8643 0.0218 0.0263 -0.015
Si 2.8193 8.188 10.6968 -0.0127 -0.0106 -0.0727
Si -0.0363 11.0017 10.8505 -0.0128 -0.0021 0.0109
Si 2.7442 13.6007 11.0626 0.0239 -0.071 -0.032
Si 5.4571 0.09 10.8283 -0.0112 -0.0075 -0.0738
Si 8.2567 2.6751 10.7513 0.0132 -0.021 -0.0408
Si 5.407 5.3874 10.6293 0.0251 0.0325 0.0107
Si 8.1728 8.1389 10.833 0.013 -0.0365 0.0239
Si 5.4764 10.9197 10.9619 -0.0636 0.0393 -0.0288
Si 8.3921 13.5569 10.9104 0.064 -0.1073 -0.0121
Si 10.8535 0.1807 10.7351 -0.0086 0.0472 -0.0467
Si 13.6165 2.8166 10.858 -0.0174 0.0189 -0.0002
Si 10.8607 5.3779 10.8884 0.0091 0.0357 -0.0072
Si 13.6039 8.1544 10.8935 -0.0001 0.0082 -0.0048
Si 10.9654 10.9143 10.9704 -0.0429 0.0318 0.0001
Si 13.6089 13.6979 11.0473 0.011 0.0137 -0.0183
Si 1.3347 1.3637 12.5351 0.0284 0.0067 0.0057
Si 4.2446 4.1086 12.2077 0.0283 0.0405 0.0874
Si 1.5299 6.8529 12.0953 0.0101 0.0763 0.0194
Si 4.0695 9.4656 12.2186 -0.0466 -0.0365 -0.01
Si 1.2538 12.2547 12.3907 0.0057 0.0093 0.0008
Si 4.2081 15.0709 12.2694 0.0145 0.0684 0.0289
Si 6.857 1.451 12.1531 -0.0718 0.0419 0.0477
Si 9.5022 3.9848 12.2462 -0.0331 -0.0058 0.0396
Si 6.7219 6.6915 11.99 -0.0526 -0.057 -0.0243
Si 9.5978 9.4401 12.1957 -0.0471 -0.0308 0.0655
Si 5.75 13.5157 15.3217 0.0341 0.0613 -0.072
Si 9.5821 15.2274 12.1782 -0.0146 0.1713 0.0202
Si 12.118 1.5797 12.1508 -0.12 -0.0715 -0.0021
Si 15.0346 4.1293 12.1986 -0.0337 0.0286 -0.0317
Si 12.2183 6.756 12.2085 0.0282 0.0104 -0.0121
Si 15.0485 9.5172 12.1669 0.084 0.0197 -0.0194
Si 12.3531 12.241 12.4219 0.0862 -0.119 -0.0261
Si 16.3325 13.671 13.9333 -0.0091 -0.0615 -0.0529
Si -0.1645 2.8207 13.8078 0.0176 0.0129 0.0503
Si 5.3666 -0.393 16.958 0.0456 -0.0152 -0.0439
Si 0.4234 8.4601 13.3696 -0.0547 -0.0151 -0.0725
Si 7.3679 8.6207 17.0799 0.1602 -0.1407 -0.0438
Si -0.3232 10.1203 17.4298 0.0405 0.0726 -0.0525
Si 2.1771 10.2928 13.4279 -0.0528 -0.0232 0.0401
Si 6.0474 3.2139 13.4898 0.0216 -0.0288 -0.0475
Si 9.4946 0.6629 15.0954 -0.0353 -0.1262 0.058
Si 5.3033 7.8522 13.4561 0.0466 0.0252 0.0932
Si 8.8425 6.8099 14.6064 -0.0315 -0.052 0.1608
Si 7.014 12.1937 12.2753 0.0594 0.0219 -0.034
Si 8.1269 10.5196 13.6558 -0.0197 0.0172 -0.0056
Si 12.5862 3.9801 14.9863 0.0002 0.0193 0.084
Si 13.2273 0.1836 13.6057 0.0074 -0.1106 -0.0131
Si 7.7737 5.0944 13.329 -0.0703 -0.0523 -0.0455
Si 13.7126 5.5358 13.5073 -0.0265 0.0014 -0.1085
Si 11.509 13.2303 14.405 0.1053 -0.1095 0.1142
Si 15.0567 12.0836 15.2131 -0.0824 0.0879 0.0043
Si 0.8517 4.4855 15.2196 0.1067 0.0016 -0.0366
Si 6.1783 -2.1429 13.2306 0.0481 0.0293 0.0349
Si 2.738 9.7453 17.954 0.0166 0.011 -0.0452
Si 3.0967 5.7179 13.4629 -0.0067 -0.0173 -0.0737
Si 1.843 14.666 15.2159 0.0159 0.0315 -0.0154
Si 3.3251 11.8346 15.8499 -0.0217 -0.0152 -0.0328
Si 5.009 2.0802 15.2922 0.0254 0.0612 -0.0856
Si 7.8278 -0.2265 13.4603 -0.0511 -0.004 -0.1059
Si 4.5662 7.32 17.8753 -0.0319 -0.0507 0.0091
Si 10.7908 7.9653 13.6132 0.0176 0.003 -0.1082
Si 2.9175 16.3624 13.8131 0.0043 0.0995 -0.0089
Si 10.3476 11.5721 15.6317 0.0554 0.1085 0.0426
Si 10.7503 2.7002 13.8297 0.0489 0.0079 -0.12
Si 14.149 2.034 14.9399 0.0503 0.0147 0.049
Si 12.3228 9.3334 14.9017 -0.0455 -0.0529 0.0326
Si 13.9501 8.0894 16.1567 -0.0225 -0.0189 -0.0588
Si 12.8701 13.9596 16.136 0.0521 -0.284 -0.1251
Si 14.8809 15.0574 12.5521 -0.0016 0.0417 -0.0669
Si 20.1715 3.8531 26.4278 0.084 0.089 -0.0224
Si -1.694 -1.3768 19.5254 0.0033 -0.0245 -0.0015
Si 0.404 41.8302 24.019 0.0132 -0.1395 -0.0123
Si 23.2132 3.4993 22.9719 0.0995 -0.0851 0.1542
Si 18.7615 0.1739 17.6422 0.0705 0.0103 0.0062
Si 5.8676 10.2772 24.9815 0.042 0.002 0.0735
Si 24.0944 -8.4138 22.0056 0.023 -0.0053 -0.0026
Si -2.592 27.1074 13.6455 -0.0278 0.0271 0.0228
Si -5.9407 -2.9963 17.942 -0.034 -0.0329 -0.1452
Si 11.9247 -2.5261 20.4475 -0.0025 -0.0051 0.0365
Si -20.3832 21.8038 16.9857 -0.0054 -0.1015 -0.0077
Si 23.8395 -2.4048 17.6085 -0.0138 -0.0059 -0.0806
Si 9.1657 6.2556 16.8714 -0.0667 0.1184 -0.0694
Si 2.6056 -0.0724 20.6033 0.0234 -0.0311 -0.01
Si -0.9882 6.9716 14.6382 0.045 -0.0566 0.1067
Si 11.7212 17.9885 19.4769 -0.0201 0.0263 0.0479
Si 7.4491 -28.6311 18.4363 -0.0218 -0.003 0.0349
Si -28.376 10.8238 20.2432 0.0323 0.0158 0.0631
Si -7.437 1.2772 18.2711 -0.0079 0.0029 0.0074
Si 7.1789 8.5917 14.743 0.027 0.0361 -0.1303
Si 6.9118 13.8384 22.7263 0.0798 -0.0074 0.0157
Si -9.1475 11.1213 18.9618 0.0269 0.0183 -0.0169
Si 5.0014 -16.7801 24.224 -0.0059 0.0749 0.0763
Si 10.7308 16.1843 21.8618 0.0356 0.0529 0.0584
Si 15.9374 -4.0394 19.6708 -0.033 -0.0177 0.0662
Si 23.688 5.1311 21.3229 -0.0471 0.0076 -0.0777
Si 1.7742 -13.2525 17.8408 0.0444 0.0226 -0.0603
Si 4.4441 -12.0345 17.5082 0.028 0.0039 -0.0828
Si 24.2062 -16.6052 20.8912 -0.0052 0.0156 0.0066
Si 13.7779 16.6907 17.3753 -0.0098 -0.0007 0.0373
Si 5.0085 -5.0659 23.0471 -0.0441 0.011 0.0442
Si 5.1644 -9.1777 20.9242 0.0215 -0.0492 0.0574
Si -3.0249 20.6611 19.792 -0.0566 0.0843 -0.0019
Si 13.8881 11.7764 21.8684 -0.0226 -0.0288 0.0857
Si 5.2644 -11.1102 25.1385 -0.0313 -0.1697 0.1975
Si 2.3654 -3.1758 20.7416 -0.0278 -0.0331 0.0834
Si 28.3199 9.4853 21.9339 0.0129 -0.0228 0.0568
Si 11.0462 15.4462 14.0585 -0.1879 0.2368 -0.051
Si 32.5082 3.1111 20.3476 0.0027 0.0772 0.0363
Si -0.1625 0.3098 21.6039 -0.0277 0.0337 0.1104
O 7.4869 10.09 -7.1231 0.0049 -0.0328 -0.0376
O -15.2832 -22.2023 -1.6524 -0.0195 0.1033 -0.0076
O 2.7415 2.7764 0.9067 -0.0758 -0.0799 0.0234
O 5.818 16.5217 0.5836 -0.0231 -0.0753 -0.0543
O 1.3377 12.5015 -0.0808 -0.0269 0.0179 -0.0657
O -1.4702 -7.3516 -7.6508 -0.012 -0.0113 0.0753
O 4.1931 -9.5451 -10.7804 -0.0832 -0.0215 0.0007
O -5.6221 5.8619 -7.6268 -0.0198 0.0036 -0.0149
O 4.8939 12.1472 -9.3204 -0.0075 -0.0174 0.0209
O -10.1128 20.5671 -0.5986 0.0046 0.0459 -0.1051
O 1.4547 0.338 -3.2215 0.0243 0.014 0.0035
O -0.7937 15.3962 -4.0892 0.0065 -0.0011 -0.0163
O 8.7464 -23.4823 -2.9993 0.0045 0.0232 0.0143
O 1.9011 0.0728 -5.7204 -0.0417 0.0115 0.0392
O 17.4907 -3.5716 -5.1464 0.0164 -0.0106 -0.0379
O -16.1062 6.342 -2.7514 -0.0104 -0.0359 0.0559
O 0.8027 20.2049 -3.467 0.0076 -0.0819 -0.0851
O -0.6772 1.7161 -3.8902 -0.011 -0.0377 -0.0148
O 11.2931 16.3743 -1.5072 0.0208 -0.0415 -0.0739
O 20.5956 5.8829 -7.697 -0.012 0.0305 0.0134
O 1.7524 12.8015 -2.6812 -0.0014 0.0257 -0.0434
O 7.5376 -1.8427 -3.5497 -0.0153 -0.0452 -0.0407
O 11.7467 22.3843 -1.7337 -0.0234 -0.0001 -0.0378
O 12.1037 7.9656 -3.4691 -0.04 0.0119 -0.0258
O 7.1461 12.6889 -6.3063 -0.0184 -0.0227 0.0527
O -1.7411 1.9162 -0.4428 0.0511 -0.05 -0.0334
O 8.2125 5.0346 -7.4637 0.0003 -0.0101 -0.0103
O -13.8019 29.5519 -9.2716 0.0021 -0.0227 0.037
O 4.6335 22.5948 -0.7862 0.0162 0.1322 -0.0952
O 17.3741 -12.3512 -8.1375 -0.005 0.0032 0.0396
O 17.0905 1.1183 0.1628 -0.064 0.0146 -0.0769
O 25.4634 16.4878 -3.0403 0.0164 0.0156 0.0022
O 22.1451 5.6815 -3.6991 -0.0293 0.0742 -0.0693
O -0.6277 -5.3404 18.752 -0.0169 0.0101 0.0208
O 8.3158 -9.8804 21.5409 -0.0085 -0.005 0.0106
O -23.491 0.7307 16.7366 0.0637 0.0313 -0.0689
O 6.0031 -3.8548 22.5001 -0.0157 -0.0023 -0.058
O 2.9054 -1.654 20.7602 0.0248 0.0256 -0.0076
O 6.412 24.5236 21.1301 -0.0152 0.0061 -0.0263
O 20.1071 15.0249 24.82 -0.0173 0.0005 -0.0651
O -1.015 11.9677 21.1398 0.0377 0.0005 -0.0188
O -18.5389 39.7601 22.7173 -0.0808 -0.0153 -0.0681
O 19.0822 43.3239 14.914 0.0436 0.0292 0.0268
O 7.8319 2.4892 18.1498 0.0067 -0.017 -0.0251
O 4.9008 31.1086 15.9309 -0.0761 0.0713 0.0874
O -4.6035 -18.7223 17.2884 -0.0205 0.1116 0.111
O 17.0964 19.1779 19.0605 -0.0253 -0.0237 0.0143
O 1.1624 -6.8328 17.6557 -0.0278 -0.0382 0.0089
O 12.9373 4.7905 18.2944 0.0235 -0.017 0.0225
O -4.8705 -3.0897 23.6778 -0.0076 0.055 0.0601
O 3.7826 1.1836 14.6617 -0.0365 -0.0729 -0.0518
O 4.5469 17.0506 23.2208 -0.0123 0.0095 -0.0293
O 8.6577 24.0139 17.5358 0.0093 0.0433 0.1449
O 13.0427 14.8091 19.8171 0.0129 0.0291 -0.0144
O 19.4809 3.792 18.3513 -0.0233 0.0077 0.0514
O 22.8897 -1.0826 17.84 0.01 0.0154 0.0173
O 28.7559 2.9995 20.0267 -0.0125 -0.041 0.0119
O 12.8067 4.085 24.4192 -0.0229 -0.0261 -0.0134
O 4.4768 23.5166 19.478 -0.0331 0.0094 -0.029
O 9.9937 -4.3536 17.1675 -0.033 0.0015 0.0571
O 11.5332 33.4345 20.8109 0.0037 -0.0173 -0.046
O 16.0092 11.0888 16.1125 0.0019 -0.0157 0.0107
O 9.0798 14.2909 17.7991 -0.013 0.0265 0.0135
O 19.8529 8.4503 17.3588 -0.0057 0.0081 -0.0024
O 6.0688 -8.5356 17.5785 0.0597 0.0311 -0.0214
O -0.6587 -16.294 23.1011 0.0074 -0.0428 -0.1269
O 8.3652 0.1699 19.378 -0.0211 -0.0244 -0.0369
O 3.174 9.882 19.5205 -0.0189 -0.0117 0.0319
O -5.8799 5.0512 25.2125 0.0286 0.0213 -0.0027
O -1.8877 1.5388 16.4975 -0.053 -0.0134 -0.0433
O 9.4166 11.8317 22.2592 -0.0406 0.0228 -0.0378
O 19.5178 -5.1463 17.3238 0.0064 -0.001 0.0515
O 8.3887 -5.3813 20.0272 0.0224 0.0242 -0.0022
O 7.8516 4.4113 19.9564 0.0131 -0.0093 -0.0209
O 10.263 1.9338 18.8373 0.0151 0.0059 0.0052
O 22.1765 17.3106 16.2061 0.0299 -0.0344 0.0229
O 13.105 6.8728 16.8604 0.0759 0.0401 0.0166
O -2.9018 10.2222 21.8095 0.0335 0.0361 -0.008
O -10.438 -34.06 23.3054 -0.0328 -0.0015 -0.0074
O -1.451 -12.3429 19.9428 0.0519 -0.0322 0.0075
O 13.3953 -0.8312 16.3243 0.0051 -0.0112 -0.0004
O -8.8582 -8.5822 23.579 0.0497 -0.0075 -0.0427
O -4.9853 26.6391 15.8156 -0.0195 -0.0927 -0.0491
O -2.385 12.3104 23.3973 0.0726 0.0232 -0.0461
O 22.1744 4.1491 18.2978 -0.0084 -0.0011 0.0464
O 20.8237 3.3254 16.2051 -0.0317 0.0342 0.0552
O 23.5137 -2.9047 16.0983 0.0313 -0.0067 0.0858
O 29.0682 12.6138 21.1268 -0.0445 0.0206 -0.0433
O 2.5929 5.4448 22.6886 0.0841 0.0134 0.0107
O 27.882 -6.7912 23.5168 0.074 -0.0864 0.0197
O 4.0344 -0.0495 17.7874 -0.0413 0.002 0.044
O 27.1659 13.1145 19.464 0.0449 -0.0024 -0.0015
O 18.0292 15.4432 16.6621 -0.0058 -0.0291 0.0363
O 12.5641 0.9532 18.2753 0.013 -0.0144 -0.0404
O -17.7986 16.0791 18.3922 0.0117 0.004 0.0093
O 4.6009 -5.9751 21.7622 -0.0079 -0.0568 -0.0963
O 3.5435 -4.6266 23.662 0.0586 -0.0119 -0.0134
O -10.6385 -5.556 19.4643 -0.0373 0.0034 0
O 2.1152 1.6658 17.1266 -0.0323 -0.0137 -0.0128
O 3.9815 7.5266 21.9569 0.0273 0.0111 -0.0302
O 3.9267 -15.45 20.769 -0.0598 -0.0158 -0.0505
O 6.5029 0.5108 21.2232 -0.0091 -0.0083 -0.0195
O 20.0108 -4.0162 20.3379 0.0161 0.0298 -0.0323
O 16.8659 -11.8666 23.9682 -0.0284 0.0061 -0.1385
O -3.371 5.5005 20.8586 -0.0004 -0.0532 -0.0659
O 5.6816 2.722 22.1168 -0.003 0.0276 -0.0695
O -1.2025 -2.815 19.0074 -0.0021 0.0143 -0.0291
O -0.0914 22.1278 15.3705 -0.1143 0.0848 -0.019
O 13.666 14.4034 24.9691 -0.0261 0.0182 -0.0704
O 10.9918 14.6576 21.4368 0.0074 -0.0227 -0.0035
O -0.8343 9.6038 25.0384 0.0235 -0.0464 0.0183
O 9.4423 17.7576 24.4324 0.0587 -0.0537 -0.0349
O 8.9648 -21.4527 14.8923 0.0251 -0.0343 -0.0075
O -2.2082 12.9235 16.296 0.1288 0.0023 0.081
O 18.6463 -11.3659 14.6833 -0.057 -0.0431 0.0661
O 10.9043 -6.1315 20.9541 0.0097 0.0175 -0.0489

Results
free energy: -229896.004 eV
free energy less fixed offsets of O -570.45, Si -639.56 eV per atom: 3.556 eV

The program warned: the cutoff lies below the one the program advises for these potential files; the forces do not sum to zero within the program's tolerance; empty levels may hold ghost states of the PAW files; the exchange-correlation potential is rough where the density is thin.
